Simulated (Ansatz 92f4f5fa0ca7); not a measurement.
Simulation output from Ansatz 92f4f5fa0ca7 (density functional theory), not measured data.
Periodic cell of 224 atoms, Si128O64H32, with a vacuum gap, from a study of silicon, its oxide and their interface. The atomic structure is a simulated model.

Settings
functional: r2SCAN
potential files: Ansatz PAW
basis: plane waves
wave-function cutoff: 800 eV
density cutoff ratio: 5
exchange-correlation grid ratio: 1
k mesh: 1 x 1 x 1, shifted by 0.5 0.5 0 of a step
self-consistency stop: 1e-11 eV per atom in the density residual
occupations: fixed
spin: none
net charge: 0
applied field: sawtooth along c, amplitude +0.015 V/angstrom in the program's sign convention, ramp centred at 0.9878 of c and 0.0244 of c wide, no dipole correction

Cell vectors (angstrom)
a, 10.887, 0, 0
b, 0, 10.887, 0
c, 0, 0, 40.9826

Atoms: element, x, y, z (angstrom)
Si, 0.3924, -0.3949, 26.1385
Si, 2.9454, 2.3123, 25.987
Si, -0.0577, 5.7574, 26.0187
Si, 2.5453, 8.2517, 25.9113
Si, 5.2543, 0.1928, 25.8039
Si, 7.9293, 2.9112, 25.8475
Si, 5.6862, 5.1009, 26.0237
Si, 8.5095, 7.8109, 26.021
Si, 1.4989, 1.1898, 27.4226
Si, 4.0963, 3.944, 27.2743
Si, 1.4175, 6.8413, 27.4164
Si, 4.1578, 9.4606, 27.1549
Si, 6.8207, 1.3201, 27.1814
Si, 9.6166, 4.0266, 27.1225
Si, 6.8963, 6.6726, 27.2865
Si, 9.6076, 9.4049, 27.3448
Si, 0.0475, 2.6645, 28.5581
Si, 2.8638, -0.1446, 28.7207
Si, 0.0611, 8.1433, 28.7934
Si, 2.7696, 5.3688, 28.6184
Si, 5.4907, 2.6364, 28.6499
Si, 8.1949, -0.0382, 28.554
Si, 5.512, 8.1095, 28.5421
Si, 8.2692, 5.3272, 28.6299
Si, 1.375, 4.0344, 29.9597
Si, 4.1536, 1.2971, 30.0336
Si, 1.4287, 9.4992, 30.0937
Si, 4.1315, 6.7742, 29.9362
Si, 6.8512, 4.0289, 29.9828
Si, 9.5466, 1.3362, 29.932
Si, 6.8314, 9.4945, 29.9263
Si, 9.5533, 6.7337, 30.0281
Si, 0.0206, 0.0148, 31.3462
Si, 2.7412, 2.6892, 31.3273
Si, 0.0322, 5.3892, 31.3616
Si, 2.7828, 8.1034, 31.3741
Si, 5.5042, -0.0563, 31.3599
Si, 8.1975, 2.681, 31.3404
Si, 5.4815, 5.4309, 31.3118
Si, 8.173, 8.1468, 31.317
Si, 1.3588, 1.3814, 32.7134
Si, 4.0866, 4.0915, 32.6664
Si, 1.376, 6.7762, 32.706
Si, 4.1069, 9.514, 32.7196
Si, 6.8274, 1.3403, 32.7013
Si, 9.5288, 4.0634, 32.7146
Si, 6.7947, 6.8218, 32.6869
Si, 9.5212, 9.5294, 32.6738
Si, -0.0007, 2.7306, 34.0886
Si, 2.7211, 0.012, 34.0519
Si, -0.001, 8.1747, 34.0226
Si, 2.7212, 5.4318, 34.0615
Si, 5.4327, 2.7211, 34.0176
Si, 8.1823, 0.0099, 34.062
Si, 5.451, 8.174, 34.0834
Si, 8.1525, 5.4685, 34.0328
Si, 1.3421, 4.1094, 6.9636
Si, 4.0408, 1.4209, 6.9334
Si, 1.3169, 9.5674, 6.9128
Si, 4.0333, 6.8414, 6.9304
Si, 6.7694, 4.1059, 6.8844
Si, 9.5152, 1.378, 6.9621
Si, 6.7942, 9.5803, 6.9424
Si, 9.5106, 6.8412, 6.9109
Si, -0.0027, 0.0388, 8.3323
Si, 2.6648, 2.752, 8.353
Si, -0.041, 5.4819, 8.2922
Si, 2.6395, 8.2127, 8.2763
Si, 5.4121, 0.0834, 8.2753
Si, 8.1433, 2.7901, 8.2623
Si, 5.3688, 5.4363, 8.232
Si, 8.1937, 8.2496, 8.2705
Si, 1.283, 1.4208, 9.7592
Si, 3.9822, 4.1722, 9.6878
Si, 1.2525, 6.8816, 9.6606
Si, 3.965, 9.6488, 9.578
Si, 6.7571, 1.4912, 9.6185
Si, 9.5074, 4.1117, 9.6674
Si, 6.7719, 6.8315, 9.4495
Si, 9.5317, 9.6013, 9.7171
Si, -0.0977, 2.7796, 11.1781
Si, 2.6671, 0.0733, 11.1043
Si, -0.0368, 8.2108, 11.1351
Si, 2.5583, 5.5367, 11.0445
Si, 5.3899, 2.8444, 11.0029
Si, 8.1603, 0.1853, 10.9588
Si, 5.3673, 8.1877, 10.6849
Si, 8.1002, 5.5497, 10.8577
Si, 1.2149, 4.2137, 12.5634
Si, 4.0387, 1.5213, 12.4131
Si, 1.3524, 9.5765, 12.5521
Si, 4.0102, 7.0144, 12.1469
Si, 6.7493, 4.3111, 12.2572
Si, 9.3489, 1.4841, 12.6112
Si, 6.6746, 9.5932, 11.9211
Si, 9.3254, 6.8277, 12.3633
Si, -0.3669, -0.2563, 13.7802
Si, 2.9847, 3.1714, 13.7622
Si, -0.5452, 5.292, 13.8065
Si, 3.153, 8.5332, 13.7207
Si, 5.3283, -0.1363, 13.3882
Si, 8.0463, 3.1731, 13.7893
Si, 5.1631, 5.5403, 13.4844
Si, 8.0701, 8.5264, 13.4167
Si, 4.6656, -5.5894, 21.0993
Si, -0.1626, 0.2171, 23.2715
Si, 20.747, 31.6794, 16.4863
Si, -26.0594, -1.8077, 23.8101
Si, -4.9843, -10.6318, 17.8727
Si, 8.8735, 15.4584, 18.1418
Si, -11.2123, 9.6948, 19.553
Si, 0.9908, 25.9109, 18.756
Si, -36.5175, 42.6407, 15.6243
Si, -2.3633, 10.0012, 21.7431
Si, -14.3412, 36.5918, 20.8455
Si, -12.4733, 13.6705, 23.1706
Si, 1.8544, 11.0825, 21.257
Si, 10.2548, 6.8536, 16.5287
Si, -18.4608, 14.81, 16.5787
Si, -37.1129, 13.973, 16.5604
Si, 1.0953, 25.7626, 23.9954
Si, -17.6495, 17.6256, 15.9441
Si, -31.4149, 7.1908, 18.8076
Si, -4.1123, 33.6224, 20.4837
Si, -6.4354, 10.2423, 20.0346
Si, 2.3085, 25.0328, 21.2394
Si, -17.4352, 17.7396, 23.7857
Si, 15.2187, -3.4115, 18.8902
O, -17.6993, 6.2055, 22.3197
O, -11.4266, 21.0187, 18.007
O, -1.564, -12.2402, 13.6726
O, -5.461, 8.0161, 23.6438
O, 12.0539, 14.1677, 20.0988
O, -3.1146, 8.5426, 24.7763
O, 1.9765, 35.5472, 24.7953
O, 0.3493, 19.1141, 19.654
O, 4.9442, 3.7514, 16.7927
O, -31.3547, -0.1825, 22.734
O, -7.8609, 31.8699, 20.7541
O, -15.0487, 13.4505, 20.3121
O, 1.4176, 31.1481, 25.5008
O, 10.6997, 6.0735, 15.1876
O, 1.7577, 14.9385, 22.5367
O, 8.4521, 14.4583, 22.0518
O, -8.6501, 14.5867, 17.7892
O, 3.0534, -3.3646, 24.5244
O, -11.0781, 0.4286, 24.8579
O, -23.511, 9.5096, 20.3386
O, -6.687, 20.6372, 14.0178
O, 11.9344, -5.522, 24.847
O, -11.3829, 3.7466, 23.8597
O, -3.6441, 30.3322, 14.8562
O, -12.6032, 6.0145, 17.4251
O, 0.6012, -0.0359, 20.234
O, 6.9727, 3.0047, 15.0246
O, 10.3729, -17.9002, 18.1503
O, -1.2215, 19.2037, 16.2065
O, 8.3517, 24.0527, 24.389
O, -15.6211, 12.4727, 17.0376
O, 10.8611, 10.6247, 15.4051
O, 4.1429, -6.5804, 13.7683
O, -5.8901, -13.0219, 19.652
O, -15.5651, 4.8563, 21.3803
O, -4.9184, 10.4424, 24.4555
O, -12.1152, 17.6608, 25.4435
O, -27.9748, 27.9128, 19.7173
O, 4.76, 18.1768, 17.333
O, -13.3623, 10.5774, 16.2234
O, 7.2575, 9.1942, 22.3297
O, 5.3495, -15.5119, 14.9616
O, 7.0376, 11.1521, 19.0391
O, 4.9229, 5.6699, 24.7071
O, -8.3686, 23.439, 21.4113
O, -24.9885, 14.6836, 17.3546
O, 10.2235, 12.4779, 22.5698
O, 2.7449, 18.611, 18.898
O, -15.3685, 11.0688, 14.5853
O, -18.064, 25.7703, 20.8727
O, -21.017, -14.621, 17.2808
O, -29.8727, 2.9315, 15.3806
O, -24.6869, 65.947, 21.498
O, 14.0205, 29.5587, 15.1785
O, -1.6046, 15.0205, 14.2977
O, -1.2139, 31.7272, 22.8671
O, 3.1409, 5.4905, 16.2425
O, -4.8529, 20.7515, 16.891
O, -9.7657, 5.6653, 19.3087
O, 6.8107, 4.0504, 25.4697
O, 5.4113, 11.1259, 21.0153
O, -17.3236, 11.0685, 18.6146
O, -28.5676, 12.1794, 25.3565
O, -24.364, 4.6643, 19.6697
H, -0.828, 1.9144, 35.021
H, 0.8102, 3.5632, 35.021
H, 1.8778, -0.7877, 34.9844
H, 3.5156, 0.8602, 34.9844
H, 0.7978, 9.0189, 34.9551
H, -0.8354, 7.3657, 34.9551
H, 1.8823, 4.6274, 34.994
H, 3.513, 6.2825, 34.994
H, 6.2399, 3.5573, 34.95
H, 4.5834, 1.9278, 34.95
H, 8.9933, 0.8423, 34.9945
H, 7.3391, -0.7899, 34.9945
H, 4.6042, 7.378, 35.0159
H, 6.2538, 9.0144, 35.0159
H, 8.9699, 6.2947, 34.9653
H, 7.3246, 4.6529, 34.9653
H, 2.181, 4.9138, 6.0312
H, 0.5313, 3.2768, 6.0312
H, 4.8901, 2.2143, 6.0009
H, 3.2463, 0.5727, 6.0009
H, 0.5181, 8.7232, 5.9803
H, 2.1602, 10.3671, 5.9803
H, 3.2414, 5.9907, 5.998
H, 4.8801, 7.6374, 5.998
H, 7.5973, 4.9216, 5.9519
H, 5.9623, 3.2697, 5.9519
H, 8.7042, 0.5455, 6.0297
H, 10.3426, 2.1942, 6.0297
H, 5.9915, 8.7399, 6.01
H, 7.6375, 10.3801, 6.01
H, 10.345, 7.6502, 5.9784
H, 8.6932, 6.015, 5.9784

Results
free energy: -118875.511 eV
free energy less fixed offsets of H -15.71, O -570.45, Si -639.56 eV per atom: -0.311 eV

Forces (eV/angstrom), in the order of the atoms: element, x, y, z
Si, 0.0065, -0.0063, 0.0522
Si, 0.0057, -0.0069, 0.0453
Si, -0.0075, 0.0028, 0.0416
Si, -0.0059, 0.0067, 0.0472
Si, -0.0077, 0.0076, 0.0464
Si, -0.0052, 0.0096, 0.0561
Si, 0.0029, -0.0073, 0.0425
Si, 0.0076, -0.0037, 0.0421
Si, 0.0021, -0.0012, -0.0119
Si, 0.001, 0.0036, -0.0058
Si, -0.0034, -0.0003, -0.0061
Si, -0.0003, 0.0001, -0.0023
Si, -0.0016, -0.0016, -0.0009
Si, 0.0032, -0.0008, -0.0052
Si, 0, 0.0008, -0.0065
Si, -0.0024, -0.0005, -0.0076
Si, 0.0042, -0.0056, -0.0138
Si, -0.0056, 0.0036, -0.0153
Si, 0.0002, 0.0015, -0.0134
Si, 0, -0.0038, -0.011
Si, -0.0018, 0.0018, -0.0134
Si, 0.0097, -0.0017, -0.012
Si, -0.0002, -0.0032, -0.0096
Si, 0.0013, -0.0021, -0.0121
Si, -0.0072, 0.0035, 0.0023
Si, -0.0049, -0.0076, 0.0057
Si, 0.0061, -0.0027, 0.0031
Si, -0.01, 0.003, 0.01
Si, 0.0003, -0.0043, 0.0036
Si, 0.0005, 0.0065, 0.0043
Si, -0.0034, 0.005, 0.0127
Si, 0.01, 0.0011, 0.0062
Si, 0.0036, -0.0025, 0.0179
Si, -0.0022, 0.0027, 0.0199
Si, 0.0159, -0.0209, 0.0173
Si, -0.0094, 0.0124, 0.0143
Si, -0.0115, 0.0078, 0.0249
Si, 0.0271, -0.02, 0.0199
Si, 0.0091, -0.0075, 0.0238
Si, 0.018, -0.0171, 0.0267
Si, -0.0064, -0.0105, 0.1766
Si, -0.017, -0.0159, 0.1785
Si, -0.005, 0.0051, 0.1686
Si, -0.0234, -0.0205, 0.1811
Si, 0.0087, 0.0252, 0.1743
Si, -0.0143, 0.0188, 0.1667
Si, -0.0134, -0.0043, 0.1959
Si, 0.0248, 0.0311, 0.1773
Si, -0.0082, 0.0115, 0.3173
Si, -0.0364, -0.0308, 0.2598
Si, 0.0199, -0.0383, 0.2782
Si, 0.0355, 0.0167, 0.3047
Si, 0.0681, 0.0274, 0.277
Si, -0.0228, -0.0678, 0.3231
Si, -0.0446, -0.0103, 0.3226
Si, 0.0796, -0.1408, 0.2964
Si, -0.0651, 0.012, -0.2373
Si, 0.0058, 0.0001, -0.1727
Si, 0.0096, 0.0161, -0.2842
Si, -0.0503, 0.0013, -0.3622
Si, -0.0128, -0.0236, -0.3678
Si, -0.037, 0.0815, -0.2403
Si, 0.0237, 0.1077, -0.3177
Si, 0.0268, 0.0368, -0.2687
Si, 0.0204, 0.0187, -0.1913
Si, -0.0039, -0.0237, -0.1819
Si, -0.0088, -0.0176, -0.1693
Si, 0.0066, -0.0042, -0.174
Si, 0.0027, 0.0024, -0.1606
Si, 0.0198, -0.0042, -0.1778
Si, 0.0007, -0.0005, -0.1958
Si, 0.0114, 0.003, -0.1818
Si, -0.0055, 0.0088, -0.0262
Si, 0.0046, 0.0124, -0.0259
Si, 0.0063, 0.0056, -0.0309
Si, 0.0028, 0.0049, -0.0205
Si, -0.0136, -0.0026, -0.0116
Si, -0.0172, 0.0151, -0.0307
Si, -0.013, 0.0086, -0.0123
Si, -0.0242, -0.0006, -0.0229
Si, -0.0049, 0.0009, -0.0051
Si, 0.0079, -0.007, -0.0069
Si, 0.0025, -0.0035, -0.0002
Si, 0.0068, 0.0121, -0.0012
Si, 0.0116, -0.0087, -0.0105
Si, -0.0117, 0.0019, -0.0044
Si, 0.0019, -0.0007, -0.001
Si, -0.0043, -0.0023, 0.0004
Si, -0.0018, 0.0001, 0.0143
Si, -0.0023, 0.0019, 0.0039
Si, -0.0022, 0.0037, 0.0126
Si, 0.0031, -0.0001, 0.0098
Si, -0.0038, 0.0055, 0.015
Si, -0.0014, -0.0016, 0.0087
Si, -0.0011, -0.0006, 0.0138
Si, -0.0084, 0.0041, 0.0119
Si, -0.0071, -0.0098, 0.044
Si, 0.01, 0.0072, 0.0327
Si, 0.0041, 0.0079, 0.0396
Si, 0.0086, -0.0093, 0.0273
Si, 0.0153, -0.007, 0.025
Si, -0.0157, 0.0014, 0.0346
Si, -0.0046, 0.003, 0.031
Si, -0.005, 0.012, 0.0317
Si, -0.0091, 0.0039, 0.0915
Si, -0.006, 0.0109, 0.0948
Si, 0.0016, -0.008, 0.0884
Si, -0.0042, -0.0035, 0.0889
Si, -0.008, 0.0007, 0.0922
Si, 0.0019, -0.0072, 0.0879
Si, -0.0057, 0.0134, 0.0924
Si, -0.005, -0.009, 0.0815
Si, -0.0057, 0.0078, 0.0739
Si, -0.0111, -0.0115, 0.0878
Si, 0.002, -0.0091, 0.0895
Si, 0.0091, -0.006, 0.0929
Si, -0.0069, 0.0094, 0.0769
Si, -0.0012, 0.0036, 0.0837
Si, -0.0066, 0.0077, 0.0796
Si, 0.0023, -0.0066, 0.0845
Si, 0.0008, 0.004, 0.0905
Si, 0.0028, -0.0014, 0.0839
Si, 0.0038, 0.0078, 0.0698
Si, 0.013, 0.0046, 0.0724
Si, -0.0127, 0.0039, 0.0712
Si, -0.0002, 0.0098, 0.0859
Si, 0.0028, 0.0084, 0.0962
Si, 0.0036, -0.0046, 0.0898
O, 0.0064, -0.0206, -0.066
O, -0.0106, 0.0015, -0.0724
O, 0.0026, -0.0005, -0.0186
O, 0.0044, -0.007, -0.0247
O, -0.016, 0.0121, -0.056
O, -0.0211, 0.0137, -0.0467
O, -0.0193, 0.017, -0.0488
O, 0.0068, -0.014, -0.0254
O, -0.0041, 0.0007, -0.0244
O, 0.0179, -0.0009, -0.0542
O, 0.0169, -0.0061, -0.0351
O, -0.0043, -0.0071, -0.0298
O, 0.0009, -0.0007, -0.0197
O, 0.0016, -0.0215, -0.0647
O, 0.0188, -0.0117, -0.0702
O, -0.0275, 0.0156, -0.0619
O, 0.029, -0.0007, -0.058
O, 0.0203, -0.0161, -0.0441
O, -0.0081, 0.0087, -0.0616
O, 0.0224, -0.0047, -0.0545
O, -0.003, 0.0018, -0.0185
O, 0.0093, -0.0163, -0.0408
O, -0.0083, -0.0089, -0.0385
O, 0.008, -0.0156, -0.0438
O, 0.0084, 0.0158, -0.0374
O, -0.0148, -0.0148, -0.0438
O, 0.0247, -0.0016, -0.0654
O, -0.0082, 0.0029, -0.0303
O, -0.0037, 0.0024, -0.0241
O, 0.0148, -0.0023, -0.0571
O, 0.0026, 0.0205, -0.037
O, 0.0095, 0.0143, -0.0609
O, -0.002, -0.0011, -0.0158
O, -0.0011, -0.0109, -0.0292
O, 0.0036, -0.0035, -0.0307
O, 0.0141, -0.0187, -0.0417
O, -0.0005, 0.0009, -0.0176
O, -0.0045, 0.0245, -0.0494
O, -0.003, -0.0094, -0.0687
O, -0.0039, -0.0013, -0.0245
O, 0.0192, 0.0101, -0.0511
O, 0.0117, -0.0088, -0.048
O, -0.0106, -0.0072, -0.055
O, -0.0167, 0.022, -0.0492
O, 0.0007, -0.0009, -0.0295
O, -0.0212, -0.0107, -0.0339
O, 0.0014, -0.0047, -0.0316
O, -0.0024, -0.0025, -0.0288
O, -0.0167, 0.0063, -0.0369
O, 0.0025, 0.0002, -0.0273
O, -0.0192, -0.0042, -0.0506
O, -0.0084, -0.0142, -0.0651
O, -0.0149, 0.0087, -0.0414
O, -0.0125, 0.0184, -0.0454
O, 0.0011, 0.0026, -0.024
O, -0.0141, -0.0056, -0.0363
O, 0.0048, 0.0061, -0.0333
O, 0.0137, -0.0123, -0.0456
O, -0.0024, 0.0043, -0.0296
O, 0.0018, -0.002, -0.0211
O, -0.0053, -0.0025, -0.039
O, 0.0114, 0.008, -0.0475
O, 0.0036, -0.0043, -0.0208
O, 0.0188, 0.0084, -0.0621
H, 0.3567, 0.273, -0.2613
H, -0.3089, -0.3197, -0.2637
H, 0.3427, 0.2474, -0.2542
H, -0.2656, -0.3632, -0.2551
H, -0.2596, -0.3266, -0.2783
H, 0.3249, 0.2799, -0.2584
H, 0.393, 0.2391, -0.2786
H, -0.2092, -0.3338, -0.2806
H, -0.2455, -0.3109, -0.2598
H, 0.3513, 0.2809, -0.2771
H, -0.2574, -0.367, -0.2888
H, 0.3382, 0.2435, -0.2677
H, 0.336, 0.2187, -0.2633
H, -0.2198, -0.3587, -0.2707
H, -0.2833, -0.3214, -0.258
H, 0.2803, 0.2822, -0.25
H, -0.2831, -0.3249, 0.2838
H, 0.2556, 0.3317, 0.2582
H, -0.4575, -0.1611, 0.2773
H, 0.2204, 0.3227, 0.2931
H, 0.1702, 0.4456, 0.2591
H, -0.2907, -0.2623, 0.2703
H, 0.208, 0.4316, 0.2106
H, -0.3133, -0.1951, 0.2757
H, -0.3699, -0.1715, 0.2655
H, 0.3998, 0.2456, 0.2283
H, 0.3328, 0.3105, 0.2707
H, -0.2792, -0.3076, 0.2548
H, 0.2465, 0.2466, 0.3023
H, -0.4387, -0.2366, 0.211
H, -0.2535, -0.3815, 0.2444
H, 0.1924, 0.3405, 0.2989

The program warned: the cutoff lies below the one the program advises for these potential files; the forces do not sum to zero within the program's tolerance; empty levels may hold ghost states of the PAW files; the exchange-correlation potential is rough where the density is thin.
